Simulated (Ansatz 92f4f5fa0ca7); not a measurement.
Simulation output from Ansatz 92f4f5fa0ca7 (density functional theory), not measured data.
Periodic cell of 354 atoms, Si240O114, from a study of silicon, its oxide and their interface. The atomic structure is a simulated model.
Doubt: the cutoff is far below the 930 eV that the study's wrapper takes by default for these files, so forces and energies are approximate.
This geometry differs little from another in the collection (a relaxation step or a small displacement).

Settings
functional: PBE
potential files: Ansatz PAW
basis: plane waves
wave-function cutoff: 580 eV
density cutoff ratio: 5
exchange-correlation grid ratio: 1
k mesh: 1 x 1 x 1, Gamma-centred
self-consistency stop: 5e-08 eV per atom in the density residual
occupations: fixed
spin: none
net charge: 0

Cell vectors (angstrom)
a	11.6015	0	0
b	0	13.3963	0
c	0	0	40.7711

Atoms: element, x, y, z (angstrom)
Si	0	2.2327	1.1851
Si	3.8672	2.2327	1.1851
Si	7.7343	2.2327	1.1851
Si	1.9336	5.5818	1.1851
Si	5.8008	5.5818	1.1851
Si	9.6679	5.5818	1.1851
Si	0	8.9308	1.1851
Si	3.8672	8.9308	1.1851
Si	7.7343	8.9308	1.1851
Si	1.9336	12.2799	1.1851
Si	5.8008	12.2799	1.1851
Si	9.6679	12.2799	1.1851
Si	1.9336	1.1164	1.9745
Si	5.8008	1.1164	1.9745
Si	9.6679	1.1164	1.9745
Si	0	4.4654	1.9745
Si	3.8672	4.4654	1.9745
Si	7.7343	4.4654	1.9745
Si	1.9336	7.8145	1.9745
Si	5.8008	7.8145	1.9745
Si	9.6679	7.8145	1.9745
Si	0	11.1635	1.9745
Si	3.8672	11.1635	1.9745
Si	7.7343	11.1635	1.9745
Si	1.9336	1.1164	4.3426
Si	5.8008	1.1164	4.3426
Si	9.6679	1.1164	4.3426
Si	0	4.4654	4.3426
Si	3.8672	4.4654	4.3426
Si	7.7343	4.4654	4.3426
Si	1.9336	7.8145	4.3426
Si	5.8008	7.8145	4.3426
Si	9.6679	7.8145	4.3426
Si	0	11.1635	4.3426
Si	3.8672	11.1635	4.3426
Si	7.7343	11.1635	4.3426
Si	0	0	36.4306
Si	3.8672	0	36.4306
Si	7.7343	0	36.4306
Si	1.9336	3.3491	36.4306
Si	5.8008	3.3491	36.4306
Si	9.6679	3.3491	36.4306
Si	0	6.6981	36.4306
Si	3.8672	6.6981	36.4306
Si	7.7343	6.6981	36.4306
Si	1.9336	10.0472	36.4306
Si	5.8008	10.0472	36.4306
Si	9.6679	10.0472	36.4306
Si	0	0	38.7987
Si	3.8672	0	38.7987
Si	7.7343	0	38.7987
Si	1.9336	3.3491	38.7987
Si	5.8008	3.3491	38.7987
Si	9.6679	3.3491	38.7987
Si	0	6.6981	38.7987
Si	3.8672	6.6981	38.7987
Si	7.7343	6.6981	38.7987
Si	1.9336	10.0472	38.7987
Si	5.8008	10.0472	38.7987
Si	9.6679	10.0472	38.7987
Si	0	2.2327	39.5881
Si	3.8672	2.2327	39.5881
Si	7.7343	2.2327	39.5881
Si	1.9336	5.5818	39.5881
Si	5.8008	5.5818	39.5881
Si	9.6679	5.5818	39.5881
Si	0	8.9308	39.5881
Si	3.8672	8.9308	39.5881
Si	7.7343	8.9308	39.5881
Si	1.9336	12.2799	39.5881
Si	5.8008	12.2799	39.5881
Si	9.6679	12.2799	39.5881
Si	1.5962	0.0545	28.3776
Si	3.8305	0.6819	28.649
Si	7.6784	0.3194	29.1184
Si	2.1856	3.7352	28.9615
Si	5.7685	3.6271	29.315
Si	9.1476	3.944	28.8892
Si	0.0333	6.7926	29.3174
Si	3.7072	9.1511	30.0707
Si	7.6946	6.9691	29.4978
Si	1.6221	10.1119	29.4072
Si	5.7581	10.0425	29.3444
Si	9.564	9.9893	29.4186
Si	0.2281	2.556	29.2051
Si	3.8574	2.5446	30.0494
Si	7.6641	2.4849	30.0353
Si	1.901	5.7089	30.1915
Si	5.6741	5.865	29.9946
Si	9.6248	5.813	30.1463
Si	-0.1403	8.8753	30.2564
Si	3.6214	6.9579	29.2645
Si	7.6308	9.096	30.3357
Si	0.9831	12.1941	30.251
Si	5.946	12.258	30.0541
Si	10.1188	12.1107	30.2382
Si	-0.0397	2.2572	32.4508
Si	3.837	2.2763	32.4132
Si	7.7339	2.3133	32.4107
Si	1.9026	5.588	32.5318
Si	5.7356	5.6587	32.399
Si	9.6619	5.633	32.4966
Si	-0.0593	8.959	32.5885
Si	3.7978	8.9861	32.4478
Si	7.6799	8.9731	32.6435
Si	1.8307	12.3328	32.4578
Si	5.8068	12.3023	32.4394
Si	9.653	12.2841	32.5438
Si	1.9093	1.1606	33.24
Si	5.795	1.1621	33.1902
Si	9.6371	1.1493	33.2565
Si	-0.034	4.4749	33.2835
Si	3.8576	4.4865	33.262
Si	7.69	4.5332	33.2216
Si	1.8991	7.8373	33.2823
Si	5.7183	7.8518	33.2841
Si	9.6272	7.8333	33.3468
Si	-0.0268	11.1954	33.3722
Si	3.821	11.2255	33.2002
Si	7.7011	11.2136	33.3335
Si	1.933	1.1225	35.6245
Si	5.7988	1.1228	35.5956
Si	9.6639	1.1213	35.6328
Si	-0.004	4.4595	35.6491
Si	3.8701	4.4668	35.6356
Si	7.7273	4.4757	35.6132
Si	1.9345	7.8161	35.6456
Si	5.7869	7.8155	35.6467
Si	9.6634	7.8122	35.6836
Si	-0.0015	11.1608	35.6998
Si	3.8579	11.1767	35.6004
Si	7.7326	11.1742	35.6765
Si	0.0086	0.0211	5.2445
Si	3.8794	-0.0188	5.1656
Si	7.745	-0.0268	5.1661
Si	1.9403	3.3445	5.0718
Si	5.7994	3.351	5.0698
Si	9.6553	3.332	5.1133
Si	0.0105	6.6887	5.1151
Si	3.8775	6.6963	5.103
Si	7.7304	6.6945	5.0805
Si	1.9409	10.0548	5.1446
Si	5.8029	10.0503	5.1643
Si	9.6695	10.0542	5.1435
Si	0.0772	0.0741	7.7238
Si	3.9637	-0.0927	7.5616
Si	7.8037	-0.1455	7.5652
Si	1.9593	3.3314	7.3988
Si	5.8025	3.2843	7.3964
Si	9.6188	3.2925	7.4653
Si	0.0717	6.6189	7.4677
Si	3.9503	6.6761	7.4495
Si	7.7528	6.6721	7.4134
Si	1.9783	10.0489	7.5235
Si	5.8338	10.0198	7.5591
Si	9.7181	10.0388	7.5214
Si	0.0195	2.4424	8.3667
Si	3.8668	2.1732	8.18
Si	7.6725	2.0931	8.2201
Si	2.067	5.5299	8.2172
Si	5.8622	5.5106	8.2266
Si	9.6659	5.5458	8.1373
Si	0.0521	8.8693	8.2038
Si	3.9008	8.8755	8.3001
Si	7.7807	8.8671	8.2567
Si	2.0284	12.2634	8.4463
Si	5.886	12.1908	8.5001
Si	9.7813	12.232	8.482
Si	-0.1352	2.4016	12.1159
Si	4.4345	2.2169	10.4425
Si	6.8195	2.0646	10.4225
Si	2.035	5.2165	10.5623
Si	5.9288	5.4328	10.5902
Si	9.7468	5.1748	10.4337
Si	0.0777	8.6445	10.5242
Si	3.8891	8.6057	10.6569
Si	7.8572	8.4941	10.5834
Si	2.1567	11.9439	10.834
Si	6.0354	11.8574	10.9473
Si	9.8796	11.8385	10.8807
Si	2.4505	0.4256	12.2205
Si	6.9634	0.3564	12.0785
Si	9.2919	0.2105	12.326
Si	0.1009	3.8445	10.3844
Si	4.0717	4.2744	11.3836
Si	7.7651	4.0656	11.1811
Si	1.8924	7.4401	11.333
Si	5.8631	7.5787	11.3868
Si	9.8344	7.3913	11.2738
Si	0.2819	10.7625	11.5575
Si	3.998	10.7208	11.6543
Si	7.9789	10.5974	11.5046
O	4.3927	3.9957	13.0211
O	5.8623	7.5551	13.0468
O	9.5391	0.0774	13.9588
O	10.0322	7.582	12.9183
O	2.7687	0.1993	13.8349
O	6.3664	0.7107	13.5987
O	1.5874	7.4821	12.9797
O	0.6147	10.7326	13.1949
O	3.765	10.4894	13.3019
O	-0.2362	3.1903	13.5388
O	8.0139	3.6363	12.7699
O	8.0025	10.5184	13.18
O	5.8473	3.4765	27.6566
O	1.3651	10.0913	27.7415
O	7.3398	0.4318	27.4977
O	12.0036	7.0695	27.6917
O	7.9032	7.1265	27.8428
O	1.3742	12.6179	26.984
O	0.4441	14.6088	28.3134
O	3.122	6.9527	27.6501
O	5.8535	9.7356	27.7027
O	8.5425	4.5355	27.4605
O	4.4677	-0.5645	29.5147
O	4.6786	0.88	27.2388
Si	8.038	10.546	19.3262
Si	4.4798	10.5921	14.777
Si	9.4628	10.1619	27.0623
Si	5.2492	7.7519	14.535
Si	3.0754	1.1272	15.1693
Si	1.1037	7.7391	23.9714
Si	9.0662	7.8678	22.2883
Si	2.1098	10.4933	16.9451
Si	11.6459	5.9546	16.1211
Si	6.4499	1.3924	21.3441
Si	5.8611	0.0437	15.0065
Si	1.8611	10.6509	23.8032
Si	10.8269	3.1796	15.0708
Si	7.9979	5.9108	26.7537
Si	2.192	6.5398	21.3108
Si	6.0158	0.2157	26.5507
Si	10.4162	0.1362	15.342
Si	12.842	3.8354	21.6729
Si	8.1067	4.3204	14.227
Si	-2.7753	2.9048	20.0658
Si	1.9875	13.4735	17.9484
Si	10.1081	5.08	21.517
Si	11.6793	10.9249	14.7203
Si	5.8443	5.1321	15.9526
Si	8.0483	-1.1718	16.6942
Si	12.2998	11.1703	26.6958
Si	10.3638	6.5376	18.6709
Si	4.9659	10.2067	23.7022
Si	7.7174	5.3322	18.4268
Si	0.0686	1.4162	20.096
Si	4.3142	8.4421	21.2569
Si	1.8956	9.0365	19.6794
Si	5.5817	4.2858	26.2663
Si	5.6459	15.4669	24.1858
Si	2.4543	2.1939	24.0554
Si	7.0043	7.915	19.9782
Si	1.4307	-0.0586	22.3
Si	6.1714	11.8893	21.4219
Si	9.7082	7.7531	25.0365
Si	8.6067	10.03	14.6118
Si	6.3852	10.5395	26.3837
Si	10.6157	9.3165	20.105
Si	3.9691	13.5331	20.3197
Si	2.2375	6.7436	14.2736
Si	1.7381	6.7565	26.7694
Si	3.4952	4.0769	14.3894
Si	2.5068	3.9731	26.5673
Si	9.3013	7.162	14.3125
O	7.1588	-2.5276	20.6556
O	9.5178	-0.4558	16.5756
O	-0.1739	4.4441	22.2196
O	1.7402	11.8735	17.7358
O	6.4484	5.0217	17.4549
O	1.9183	7.6381	25.3986
O	10.1512	1.9662	19.7659
O	4.8344	12.1494	20.4994
O	2.7712	2.6752	14.7596
O	1.0015	2.6749	20.5574
O	7.7672	-1.6812	18.2199
O	5.9603	6.7118	15.5599
O	4.0442	1.8454	23.9853
O	1.4936	5.2145	26.253
O	2.2359	9.3143	18.0895
O	4.6444	0.9583	15.5779
O	5.4564	8.347	20.1219
O	5.727	12.0241	26.4033
O	0.0725	4.3285	15.8651
O	3.7566	6.9307	21.4756
O	9.8627	8.804	26.2558
O	8.3644	3.8925	18.8478
O	3.9855	4.5609	26.1609
O	8.3309	5.9098	13.9885
O	6.7092	4.1335	15.0083
O	9.057	3.8451	21.3786
O	9.6294	10.5524	19.7039
O	9.011	6.3768	25.5721
O	10.9377	1.6556	15.673
O	4.9859	1.3839	20.6083
O	7.1351	6.3315	19.5904
O	8.8078	8.3788	23.815
O	11.6177	6.1615	17.7246
O	1.3398	6.7998	15.6157
O	8.4075	8.4231	14.8376
O	10.2754	8.7304	21.5951
O	1.0595	10.7762	25.1911
O	5.787	-2.0427	22.9015
O	2.7716	0.1601	21.4089
O	0.5439	9.8777	20.0548
O	3.4706	10.7651	24.0603
O	6.9816	-0.0375	16.1925
O	5.8133	9.8004	25.0419
O	7.8968	10.8805	15.7892
O	0.7112	0.7402	18.7428
O	6.4748	5.6485	26.2142
O	10.3838	6.6791	15.4024
O	1.5827	7.4634	20.0817
O	10.194	10.3048	14.7358
O	11.6814	12.5207	15.1175
O	4.3118	4.6041	15.7174
O	1.4466	9.1716	23.2595
O	2.0718	4.987	20.88
O	10.4837	5.6534	20.032
O	10.6641	11.2619	26.7968
O	7.7087	8.0763	21.4371
O	2.3493	5.1485	13.9518
O	2.105	3.3503	22.9612
O	11.1643	7.4535	24.3883
O	6.9517	13.2814	21.6794
O	0.1317	0.3471	21.3618
O	5.3854	11.922	14.7108
O	7.6314	8.9994	18.9029
O	8.9916	6.1751	17.8283
O	6.3712	15.6081	22.7416
O	3.358	13.666	18.8208
O	7.5392	1.979	20.3227
O	1.5692	0.8718	23.653
O	3.4735	10.6752	16.0597
O	6.2469	0.8311	25.0671
O	9.4496	6.2787	22.379
O	1.4763	6.6885	22.781
O	10.4014	8.124	19.0076
O	4.8388	8.9224	22.7133
O	0.9531	10.1292	15.8426
O	3.6526	7.4566	14.5666
O	6.0238	3.4333	24.9688
O	9.2549	3.6056	15.1202
O	1.3254	-1.6155	22.7586
O	2.1156	2.7053	25.5865
O	5.4512	9.2949	15.0092
O	8.0196	10.6766	26.4549
O	2.1797	0.7663	16.4791
O	3.1645	9.4511	20.6371
O	-22.0703	14.775	12.156
O	-1.0474	-10.1668	28.4604
O	9.242	-13.5779	29.3294
O	21.6825	1.5706	11.8211
O	11.4677	2.2246	30.7814
O	3.7729	14.4982	11.5024

Results
free energy: -217400.932 eV
free energy less fixed offsets of O -568.88, Si -635.61 eV per atom: -2.212 eV

Forces (eV/angstrom), in the order of the atoms: element, x, y, z
Si	-0.011	0.0423	0.031
Si	0.0019	0.0315	0.0423
Si	-0.0126	0.043	0.0214
Si	0.0034	-0.0248	-0.0002
Si	-0.0061	-0.0244	-0.0129
Si	-0.0022	-0.0224	-0.0125
Si	0.002	-0.036	0.0379
Si	0.0119	-0.0042	-0.0273
Si	-0.0306	0.0088	-0.0129
Si	0.0078	0.0214	-0.0024
Si	-0.0068	0.0151	-0.0112
Si	-0.0108	0.0261	0.0011
Si	-0.0034	-0.116	-0.0206
Si	0.0346	-0.0994	-0.0108
Si	0.0379	-0.1096	-0.0129
Si	-0.0407	-0.0091	-0.0079
Si	0.0043	0.0334	0.0125
Si	0.0178	-0.0076	0.0081
Si	0.0205	0.0288	-0.0044
Si	-0.0014	0.061	0.0059
Si	0.0331	0.0226	-0.0173
Si	0.0118	0.0841	-0.0235
Si	0.0254	-0.0357	-0.0031
Si	-0.0066	-0.0522	-0.0047
Si	0.0171	-0.267	0.2356
Si	0.0922	-0.2596	0.1493
Si	0.1041	-0.2577	0.2495
Si	-0.0948	-0.0822	-0.1327
Si	0.0304	0.055	-0.3522
Si	0.041	-0.0487	-0.3121
Si	0.0666	0.0702	0.0061
Si	-0.0072	0.149	-0.1512
Si	0.0787	0.0587	0.0271
Si	0.0509	0.2511	0.395
Si	0.0953	-0.0329	0.0092
Si	-0.0242	-0.0829	-0.0046
Si	-0.0104	0.1439	-0.0026
Si	0.0155	0.0642	-0.2053
Si	-0.0708	0.1882	0.0129
Si	0.0296	-0.0033	-0.0471
Si	0.0357	-0.0214	-0.1371
Si	-0.1305	0.0242	-0.0746
Si	0.0509	-0.0288	0.065
Si	-0.0601	-0.0289	0.0987
Si	-0.1425	-0.0385	0.0544
Si	0.1357	0.0102	0.0597
Si	-0.1725	0.0808	-0.0757
Si	-0.0814	0.0037	0.2492
Si	-0.0013	0.0674	0.0033
Si	0.0098	0.0118	0.0058
Si	-0.027	0.0708	0
Si	0.0022	0.018	0.0171
Si	0.0181	0.0056	0.0208
Si	-0.0466	0.032	0.0183
Si	0.021	-0.0288	0.0048
Si	-0.0183	-0.0154	-0.0041
Si	-0.0549	-0.0099	-0.0102
Si	0.0636	-0.0063	-0.0085
Si	-0.0667	0.0128	0.0108
Si	-0.0356	0.0002	-0.009
Si	0.0103	-0.0333	-0.0159
Si	0.0007	-0.0213	-0.0232
Si	0.0071	-0.037	0.0134
Si	-0.004	0.0184	0.0149
Si	0.0053	0.0294	0.0087
Si	0.0069	0.0147	-0.0087
Si	-0.0023	0.0254	-0.0196
Si	-0.0072	0.0051	0.0256
Si	0.0261	-0.0066	-0.003
Si	-0.0034	-0.0216	-0.0218
Si	0.011	-0.0124	-0.0091
Si	0.0019	-0.0281	-0.0176
Si	-0.0017	-0.0006	-0.0117
Si	0.0006	0.0074	0.0005
Si	-0.0027	-0.0008	-0.0002
Si	0.0014	0.0045	0.0005
Si	0.0012	0.0016	-0.0026
Si	0.0015	-0.0045	-0.0031
Si	0.0086	-0.0014	-0.0091
Si	-0.0058	0.0015	0.0009
Si	0.003	-0.002	-0.004
Si	0.0101	-0.0043	-0.0095
Si	-0.0007	-0.0037	-0.0025
Si	-0.0028	-0.0029	-0.0006
Si	-0.0106	0.0008	-0.0065
Si	0.0004	-0.003	-0.0135
Si	0.0008	0.0009	-0.0018
Si	-0.0002	0.001	0.001
Si	-0.0046	0.0029	0.001
Si	-0.0046	0.0055	0.0014
Si	-0.0031	0.0105	-0.0082
Si	0.0014	-0.0012	-0.0035
Si	0.0036	0.0028	0.0014
Si	-0.0084	-0.0055	-0.0014
Si	0.0047	0.0042	-0.0019
Si	-0.0012	0.0055	-0.001
Si	-0.0007	-0.0014	-0.0102
Si	0.0014	0.0012	0.0104
Si	0.0011	0.001	-0.0006
Si	-0.001	0.0003	-0.0016
Si	0.0024	-0.001	-0.0018
Si	0.0016	-0.0005	-0.0001
Si	-0.003	0.0017	0.0084
Si	-0.0001	0.002	-0.0035
Si	0.0006	0.0012	-0.0029
Si	0	-0.0027	0.0062
Si	-0.0022	-0.0035	-0.0017
Si	-0.0003	-0.0008	-0.0042
Si	0.0023	-0.0007	-0.0022
Si	-0.0017	0.0018	-0.0004
Si	-0.0024	-0.0001	-0.0004
Si	0.0009	0.0021	-0.0007
Si	0.0002	-0.0012	-0.0004
Si	-0.003	0.0007	-0.0002
Si	0.0033	-0.0017	-0.0008
Si	-0.0016	-0.0017	0.001
Si	0.0008	0.0001	-0.0019
Si	0.0018	0.0013	-0.0033
Si	0.0008	0.0008	-0.0005
Si	0.001	0.0011	-0.0004
Si	-0.0002	0.0001	0.0014
Si	-0.0003	0.0006	0.0001
Si	0.0012	0.0007	0.0005
Si	-0.0002	-0.003	0.0003
Si	0.0004	-0.0008	-0.0009
Si	0.0012	-0.0003	-0.0011
Si	-0.0007	-0.0002	0
Si	0.0005	-0.0006	-0.0005
Si	0.0001	-0.0011	0.0004
Si	0.0004	-0.001	0.0002
Si	-0.0015	0.0005	-0.0011
Si	-0.0002	-0.0008	-0.0005
Si	-0.0004	0.0017	-0.0009
Si	-0.0002	-0.0004	-0.0004
Si	0.0004	-0.0012	-0.0003
Si	0.0003	-0.0002	-0.0006
Si	-0.0009	0.0003	-0.0002
Si	-0.0012	-0.0003	-0.0011
Si	0.0007	-0.0012	-0.0009
Si	0.0005	0.0009	-0.0004
Si	-0.0001	0.0005	-0.001
Si	0.0004	0.0009	-0.0002
Si	-0.0001	0	0.0002
Si	0.0002	0.0003	-0.0001
Si	0.0007	0.0008	-0.0007
Si	0.0003	-0.0019	-0.0023
Si	0.0007	-0.0006	-0.0022
Si	-0.0015	0.0018	-0.0018
Si	0.002	0.0003	-0.0007
Si	-0.0004	0.0003	0.0003
Si	0.0015	0.0049	-0.0021
Si	0.0056	0.0012	-0.0016
Si	-0.0015	0.0019	-0.0004
Si	0.0009	0.0016	-0.0006
Si	0	0.0013	-0.002
Si	-0.0008	0.0022	-0.0016
Si	-0.0005	-0.0001	0.0011
Si	0.0019	0.0005	0.0059
Si	0.0015	0.0002	-0.0049
Si	-0.0038	-0.0033	0.0044
Si	-0.0029	0.0012	0.0019
Si	0	-0.0027	0.0045
Si	-0.0003	-0.0024	0.0016
Si	-0.0004	0.0007	0.0006
Si	-0.0001	0.0003	0.0017
Si	-0.0007	-0.0007	0.0007
Si	-0.0005	-0.0009	0.0006
Si	-0.0004	-0.0024	0.0041
Si	0.0002	0.0088	-0.0002
Si	-0.0019	0.0091	-0.0093
Si	-0.0086	0.0019	0.0024
Si	-0.0003	-0.0015	-0.0011
Si	0.0004	-0.0033	-0.003
Si	0.0053	-0.0029	-0.0042
Si	0.003	-0.0002	-0.0026
Si	-0.0027	-0.0017	-0.0038
Si	-0.0022	-0.001	-0.0016
Si	-0.0003	-0.0005	-0.0039
Si	0.0006	0.0009	-0.0044
Si	0.0027	0.0069	0.0005
Si	-0.0056	0.0011	0.0107
Si	0.0054	-0.001	0.0089
Si	-0.0045	-0.0133	-0.0005
Si	-0.0013	0.0039	-0.0004
Si	-0.0006	0.0027	0.0044
Si	-0.0016	0.0015	0.0029
Si	-0.0015	-0.0003	0.0028
Si	0.003	0.0015	0.0051
Si	-0.0008	0.0011	0.0039
Si	-0.002	0.0001	0.0029
Si	-0.0022	0.0019	0.011
Si	-0.0036	0.003	0.0191
O	-0.0025	0.0017	-0.0025
O	0.0004	0.0004	-0.0023
O	0.0023	0.0011	0.0022
O	0.0001	-0.0014	-0.0001
O	-0.0015	0.001	-0.0063
O	-0.0018	-0.0001	-0.0018
O	0	0.0008	-0.0036
O	-0.0029	0.0005	0.0042
O	0.0012	-0.0002	-0.008
O	0.0002	-0.0004	-0.0034
O	-0.0007	0.0012	-0.0029
O	0.005	-0.0045	-0.0067
O	-0.0002	-0.0006	0.0024
O	-0.0034	0.0035	0.011
O	0.0007	0.0007	-0.002
O	-0.0036	0.0004	0.0025
O	-0.0007	0.0013	0.0015
O	0.0001	0.0044	0.0049
O	0.0033	0.0002	0.0052
O	0.0005	0.0009	0.0011
O	-0.0001	0.0017	0.0012
O	0.0005	-0.0018	0.0018
O	-0.0021	-0.0038	0.0037
O	0.0005	0.0012	-0.003
Si	0	0.0012	0.0001
Si	0.0009	0.0027	0.0027
Si	0.0001	-0.0004	0.0023
Si	-0.0013	-0.0012	0.0016
Si	0.0002	0.0028	0.0001
Si	0.0005	0.0003	-0.0002
Si	-0.0004	0.0008	-0.0002
Si	0.0013	0.0007	0.0026
Si	0.0013	-0.0001	0.0014
Si	0.0004	0.0006	-0.0005
Si	0.002	-0.0011	0.0003
Si	0.0012	0.001	0.0007
Si	0.0004	-0.0007	0.0019
Si	-0.0002	0.001	0.0021
Si	0.0001	0.0015	-0.0003
Si	-0.0008	-0.0015	0.0021
Si	-0.0016	-0.0032	-0.0012
Si	-0.0006	0.0005	-0.0009
Si	-0.0004	0.0006	0.0033
Si	0.0003	0.0004	0.0005
Si	-0.0008	0	0.0007
Si	-0.0007	0.0014	-0.0003
Si	-0.0035	-0.001	0.0013
Si	-0.0008	-0.0001	0.0005
Si	-0.0021	0.0025	0.0003
Si	-0.0004	-0.0038	-0.0039
Si	-0.0003	0.0007	0.001
Si	-0.0006	0.0004	0.0003
Si	-0.0007	0.001	0.0002
Si	-0.0002	0.0001	-0.0003
Si	-0.0001	0.0007	-0.0002
Si	0	0.0005	-0.0002
Si	-0.0015	0.001	0.0008
Si	-0.0005	0.0001	-0.0008
Si	0	0.0005	0.0002
Si	-0.0003	0.0005	0.0008
Si	-0.0002	0.001	-0.001
Si	0	0.0002	0
Si	-0.0015	0.0026	-0.0014
Si	-0.0009	0.0101	-0.0007
Si	0.0001	0.001	0.0004
Si	-0.0008	0.0006	0.0003
Si	-0.0004	0.0002	-0.0007
Si	-0.0004	-0.0018	0.0024
Si	0.0017	0.0002	0.0028
Si	-0.0005	-0.0025	0.0015
Si	-0.0006	0.0011	-0.0024
Si	0.0009	-0.0007	0.0004
O	-0.0004	0.0005	-0.0005
O	0.0023	0.0011	-0.0033
O	0.0003	0.0003	-0.0002
O	-0.0003	0.0018	-0.0012
O	0.0002	0.0004	-0.0009
O	-0.0011	0.0002	-0.0003
O	-0.0003	0.0007	-0.0008
O	-0.0001	0.0004	-0.0006
O	0.0023	0.0023	-0.0016
O	0.0003	0.0017	-0.0001
O	0.0001	0.0006	-0.0026
O	-0.0003	0.0014	-0.0012
O	0.0001	0.0007	-0.0009
O	-0.0014	0.0004	-0.0006
O	-0.0004	0.001	-0.0017
O	-0.0006	0.0003	-0.0016
O	-0.0001	0.0003	-0.0005
O	0.0006	0.0007	-0.0021
O	-0.0003	0.0009	-0.0004
O	-0.0008	0.0008	-0.0009
O	0.0002	0.0008	-0.0004
O	-0.0001	0.0008	-0.001
O	0.0009	0.0002	-0.0005
O	-0.0006	0.0004	-0.0009
O	0.0003	0.0006	-0.0011
O	-0.0001	0.0004	-0.0004
O	-0.0004	0.0009	-0.0008
O	-0.0007	-0.0006	-0.0007
O	-0.0002	0.0009	-0.0008
O	0.0001	0.0004	-0.0004
O	-0.0003	0.0009	-0.001
O	0.0006	-0.0001	0.0001
O	-0.0002	0.0005	-0.0015
O	-0.0003	0	-0.0017
O	0.0002	0.0006	-0.0011
O	-0.0005	0.0002	-0.0003
O	-0.0016	0.0016	0.002
O	-0.0003	0.0012	-0.0006
O	-0.0005	0.0009	0
O	-0.0008	0.0008	-0.0005
O	-0.0004	0.0006	-0.001
O	-0.0004	-0.002	-0.0018
O	0.0004	0.0005	-0.0002
O	0.0067	-0.0064	-0.0091
O	0.0003	0.0004	-0.001
O	0.0006	0.0003	-0.0015
O	-0.0023	0.0025	-0.0021
O	-0.0001	0.0001	-0.0004
O	-0.0024	0.0024	-0.004
O	-0.0035	-0.0003	-0.003
O	-0.0008	-0.0002	-0.0012
O	0.0002	-0.0001	-0.0017
O	-0.0002	0	-0.0006
O	-0.0003	0.0003	-0.0005
O	0.0008	0.0012	-0.001
O	-0.0006	0.0007	-0.0006
O	0.0004	-0.0003	-0.0011
O	0.0001	0.0007	-0.0003
O	-0.0005	-0.0004	-0.0006
O	-0.0003	0.0008	-0.001
O	-0.0002	0	0.0001
O	-0.0018	0.0009	0.0003
O	-0.0005	0.0003	-0.0007
O	-0.0007	0.0005	-0.0012
O	-0.0007	0.0008	0.0003
O	-0.0007	0.0003	-0.0007
O	-0.001	0.0003	-0.0009
O	-0.0004	0	-0.0007
O	0.0001	0.0003	-0.0038
O	0	0.0005	-0.0005
O	-0.0001	0	0
O	0.0002	0.0004	-0.0001
O	0.0001	0.0009	-0.0013
O	0.0001	0.0005	-0.0006
O	-0.0043	0.0038	-0.0065
O	0.0003	0.0013	-0.0014
O	0.0008	0.001	-0.0008
O	-0.0009	0.0009	-0.0002
O	-0.0004	0	-0.0005
O	-0.0003	0.0001	0.0011
O	-0.0011	0.0002	-0.0008
O	0.0002	0.0004	-0.0013
O	-0.0002	-0.0004	-0.0011
O	0.0003	0.0003	-0.0004
O	0.0031	-0.0052	0.0007
O	0.0071	-0.004	0.0063
O	0.0055	-0.0038	0.0035
O	-0.0028	0.0017	-0.0012
O	-0.0012	0.0021	0.0062
O	0.01	-0.006	-0.0002

The program warned: the cutoff lies below the one the program advises for these potential files; the forces do not sum to zero within the program's tolerance; the exchange-correlation potential is rough where the density is thin.
